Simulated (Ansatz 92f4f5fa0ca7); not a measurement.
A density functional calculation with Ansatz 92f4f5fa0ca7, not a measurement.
Periodic cell of 285 atoms, Si195O90, from a study of silicon, its oxide and their interface. The atomic structure is a simulated model.
Doubt: the cutoff is far below the 930 eV that the study's wrapper takes by default for these files, so forces and energies are approximate.

Settings: functional PBE; potential files Ansatz PAW; basis plane waves; wave-function cutoff 580 eV; density cutoff ratio 5; exchange-correlation grid ratio 1; k mesh 1 x 1 x 1, Gamma-centred; self-consistency stop 5e-08 eV per atom in the density residual; occupations fixed; spin none; net charge 0.

Cell vectors (angstrom)
a	11.6015	0	0
b	0	10.938	0
c	0	0	40.2971

Atoms and the computed forces on them: element, x, y, z (angstrom), force x, y, z (eV/angstrom)
Si	0	0	0.9665	0.002	0.0598	-0.0065
Si	3.8672	0	0.9665	0.0034	0.0268	0.0025
Si	7.7343	0	0.9665	-0.0024	0.0393	0.0024
Si	1.9336	1.3673	0.9665	0.0044	-0.0541	0.001
Si	5.8008	1.3673	0.9665	0.0023	-0.0031	0.0064
Si	9.6679	1.3673	0.9665	-0.0086	-0.073	-0.0014
Si	0	5.469	0.9665	-0.0046	0.0974	-0.0128
Si	3.8672	5.469	0.9665	-0.0004	0.0268	-0.005
Si	7.7343	5.469	0.9665	0.007	0.0598	0.0113
Si	1.9336	6.8362	0.9665	0.0095	-0.0708	-0.0182
Si	5.8008	6.8362	0.9665	-0.0009	-0.0416	-0.0017
Si	9.6679	6.8362	0.9665	-0.0092	0.0199	0.0167
Si	1.9336	2.7345	39.33	0.0104	0.0653	-0.016
Si	5.8008	2.7345	39.33	-0.0137	-0.0026	0.0017
Si	9.6679	2.7345	39.33	0.0138	0.0711	0.0049
Si	0	4.1018	39.33	-0.0118	-0.1517	-0.0594
Si	3.8672	4.1018	39.33	0.0159	-0.0266	0.0057
Si	7.7343	4.1018	39.33	0.0118	-0.0459	0.0024
Si	1.9336	8.2035	39.33	0.013	0.1277	-0.0427
Si	5.8008	8.2035	39.33	-0.0051	0.0467	-0.0119
Si	9.6679	8.2035	39.33	0.017	-0.0686	0.0553
Si	0	9.5708	39.33	0.0022	-0.0754	-0.0197
Si	3.8672	9.5708	39.33	0.0024	-0.0118	0.0084
Si	7.7343	9.5708	39.33	0.0094	-0.0399	0.0054
Si	0	0	4.8337	-0.0385	0.1024	0.0183
Si	3.8672	0	4.8337	-0.0138	0.0172	0.0199
Si	7.7343	0	4.8337	0.0108	0.0386	0.0172
Si	1.9336	1.3673	4.8337	-0.038	-0.0322	0.0429
Si	5.8008	1.3673	4.8337	-0.0052	-0.0258	-0.0975
Si	9.6679	1.3673	4.8337	-0.0061	-0.04	0.1224
Si	0	5.469	4.8337	-0.0125	0.0607	0.109
Si	3.8672	5.469	4.8337	-0.0244	0.0912	-0.1037
Si	7.7343	5.469	4.8337	-0.0025	0.085	0.1301
Si	1.9336	6.8362	4.8337	-0.0331	-0.005	-0.012
Si	5.8008	6.8362	4.8337	-0.0052	-0.0563	0.0236
Si	9.6679	6.8362	4.8337	0.0015	0.0089	0.0233
Si	1.9336	2.7345	2.9001	0.008	0.0514	-0.0017
Si	5.8008	2.7345	2.9001	-0.0061	-0.0061	-0.0153
Si	9.6679	2.7345	2.9001	-0.0156	0.0734	0.0199
Si	0	4.1018	2.9001	-0.0007	-0.0797	0.0055
Si	3.8672	4.1018	2.9001	-0.008	-0.014	-0.0107
Si	7.7343	4.1018	2.9001	-0.0029	-0.0705	0.013
Si	1.9336	8.2035	2.9001	-0.0062	0.0436	-0.0123
Si	5.8008	8.2035	2.9001	-0.0046	0.0459	0.0086
Si	9.6679	8.2035	2.9001	-0.0023	0.0034	0.0118
Si	0	9.5708	2.9001	-0.0027	-0.0588	0.0083
Si	3.8672	9.5708	2.9001	-0.0053	-0.0188	-0.009
Si	7.7343	9.5708	2.9001	-0.0092	-0.0388	0.0029
Si	-1.2304	-0.7575	24.6521	-0.3319	-0.2659	-0.0999
Si	0.6737	0.6862	25.3642	0.0605	0.4872	0.1083
Si	9.7581	-2.8114	31.9291	0.0416	0.0481	0.1479
Si	0.0534	-2.5314	14.4517	-0.0082	0.0093	0.0013
Si	6.9163	6.6633	29.8009	-0.3514	-0.075	-0.1609
Si	13.7418	2.5817	31.3391	0.4626	-0.3854	0.0413
Si	-2.1596	6.5768	30.214	0.0391	0.0776	0.0859
Si	2.1209	8.5977	29.1785	-0.1704	-0.4094	0.6695
Si	9.6419	2.7077	31.2853	0.3787	0.2673	0.3958
Si	2.0133	8.4528	31.4961	0.071	-0.0061	0.1939
Si	8.6722	3.4676	25.2229	-0.0081	0.1471	0.1412
Si	9.6403	10.4597	29.3402	-0.2151	-0.3057	0.603
Si	7.6294	3.9714	31.5284	-0.263	-0.3976	0.1121
Si	5.832	2.4753	31.6961	0.0722	-0.6122	0.1994
Si	5.7703	2.2645	29.2444	0.1372	0.4713	0.7515
Si	4.0396	4.0395	31.5963	-0.1726	0.18	0.287
Si	6.027	4.8618	25.5761	0.2458	-0.2434	0.1557
Si	11.8856	3.1546	29.9907	-0.9802	0.2113	-0.2321
Si	2.4412	2.694	23.665	-0.0232	0.0304	0.0781
Si	11.5486	9.6448	31.6297	-0.2431	0.2248	-0.0005
Si	15.1511	11.2489	29.4682	0.4903	0.2636	0.303
Si	2.3567	9.0231	25.224	0.0147	-0.3519	0.0085
Si	7.5966	9.6146	26.0707	-0.1419	0.1818	0.239
Si	10.7493	4.8218	31.1985	0.376	0.1336	0.2525
Si	0.0286	0.0892	33.5154	-0.0457	0.1889	-0.0362
Si	3.9058	-0.0773	33.571	0.2506	0.1224	0.1522
Si	7.856	0.0483	33.5468	-0.0632	0.1064	0.1311
Si	2.0056	1.3965	33.4575	-0.0734	0.0372	-0.0172
Si	5.8419	1.2339	33.6578	-0.1551	-0.1304	-0.153
Si	9.7348	1.5165	33.4353	-0.1192	-0.1216	-0.2136
Si	0.0245	5.4326	33.3848	-0.2325	0.1884	-0.1956
Si	3.8954	5.4953	33.4793	0.1905	-0.151	-0.1288
Si	7.7732	5.3616	33.5326	-0.0121	-0.1614	-0.1877
Si	1.9331	6.8427	33.3541	0.1259	0.1103	-0.1714
Si	5.8972	6.7841	33.5662	-0.0517	-0.1236	-0.0948
Si	9.7039	6.7301	33.7581	0.0255	0.06	-0.0864
Si	1.956	2.7252	35.4298	0.0417	0.087	0.0273
Si	5.7987	2.7346	35.4719	0.0235	0.1028	-0.0172
Si	9.6961	2.7514	35.453	-0.0562	0.118	-0.0495
Si	0.0328	4.1142	35.3957	0.0348	-0.1526	0.0042
Si	3.8678	4.1241	35.4369	-0.0348	-0.004	0.0237
Si	7.7426	4.0747	35.494	0.0667	-0.1865	-0.117
Si	1.9244	8.1505	35.3965	0.0213	0.1587	0.0172
Si	5.8333	8.2028	35.464	0.0053	0.1278	0.0017
Si	9.6972	8.2342	35.5352	-0.0495	0.0119	0.0543
Si	0.0286	9.6031	35.4366	0.053	-0.1669	-0.0034
Si	3.8588	9.5265	35.4948	-0.0928	-0.1836	-0.0846
Si	7.7711	9.5914	35.4629	0.007	-0.1266	-0.0474
Si	0	0	37.3965	0.0633	0.0526	-0.0058
Si	3.8672	0	37.3965	-0.0322	-0.0522	0.0707
Si	7.7343	0	37.3965	0.0005	0.1091	0.0141
Si	1.9336	1.3673	37.3965	0.0145	0.0005	-0.1541
Si	5.8008	1.3673	37.3965	-0.0611	0.0062	0.0384
Si	9.6679	1.3673	37.3965	0.1086	-0.0596	-0.1626
Si	0	5.469	37.3965	0.091	0.0647	-0.3053
Si	3.8672	5.469	37.3965	0.0025	0.0182	-0.1128
Si	7.7343	5.469	37.3965	-0.0148	0.1413	0.0098
Si	1.9336	6.8362	37.3965	-0.1128	-0.1373	-0.2247
Si	5.8008	6.8362	37.3965	0.0673	-0.0393	0.0354
Si	9.6679	6.8362	37.3965	0.0978	-0.0399	0.4051
Si	1.9196	2.7376	6.7726	0.0073	0.0393	0.0398
Si	5.7857	2.755	6.7374	-0.0119	-0.0036	0.0286
Si	9.6503	2.7341	6.7866	0.0001	0.0586	0.0055
Si	-0.0199	4.1078	6.7862	-0.0537	-0.0543	0.0603
Si	3.8489	4.1075	6.7507	-0.0162	-0.0239	0.0213
Si	7.7241	4.1137	6.7896	0.0511	-0.0724	0.0877
Si	1.9036	8.2168	6.7607	-0.046	0.0486	0.0225
Si	5.7931	8.2074	6.7663	0.0047	0.0549	0.0091
Si	9.6601	8.2066	6.7702	0.0194	0.0115	0.0432
Si	-0.0201	9.5944	6.7801	0.0085	-0.0439	-0.0225
Si	3.8537	9.5727	6.7712	0.0181	-0.0142	0.0454
Si	7.724	9.5749	6.7722	-0.0318	-0.0212	0.0268
Si	-0.0165	0.0397	8.7184	-0.0329	0.1692	0.12
Si	3.8621	-0.0134	8.7236	-0.0124	-0.0214	-0.0029
Si	7.6852	0.0193	8.7	0.0983	0.0497	0.0721
Si	1.9457	1.3856	8.7241	-0.0252	-0.1123	0.0788
Si	5.7752	1.4198	8.6742	0.0046	-0.1315	0.0178
Si	9.6177	1.3815	8.7462	-0.0327	-0.1732	0.0517
Si	-0.0473	5.432	8.7712	-0.007	0.0527	-0.003
Si	3.8178	5.5126	8.6485	-0.0467	0.0443	0.1475
Si	7.7305	5.4673	8.7603	0.0141	0.1141	-0.0025
Si	1.8649	6.8422	8.6863	-0.0079	-0.1344	0.0019
Si	5.7921	6.8343	8.6979	0.0694	-0.18	0.1478
Si	9.6416	6.859	8.7244	-0.0854	-0.086	0.0097
Si	5.8197	8.1458	10.6706	0.1123	0.1479	-0.0654
Si	5.5202	1.5491	12.3473	-0.2083	0.5415	0.0313
Si	11.768	-2.0318	17.4956	0.0464	0.0679	-0.0026
Si	-5.2942	7.1051	27.5387	0.1449	-0.133	0.4401
Si	7.6327	-1.2589	10.6967	0.1122	0.005	-0.249
Si	11.425	5.2646	12.6148	-0.0295	-0.1249	0.0188
Si	-3.6935	9.2421	20.8955	0.0619	-0.1344	-0.1961
Si	4.1076	3.9688	14.0415	-0.1322	0.1047	-0.2765
Si	5.7704	2.905	10.522	0.0236	0.2086	-0.1264
Si	-0.0678	14.8914	10.6963	0.0128	-0.1511	-0.0673
Si	7.8529	5.6063	12.8563	0.2151	-0.0873	0.2856
Si	1.9031	12.0931	12.5483	-0.0198	0.0525	-0.189
Si	-2.0091	-2.642	10.6187	-0.0253	0.1275	-0.0569
Si	5.4635	-2.1758	19.1087	-0.1623	-0.0662	-0.1882
Si	11.5439	-1.3157	10.6576	-0.1452	-0.1603	0.078
Si	3.9025	5.7021	12.5384	-0.2345	-0.2536	-0.051
Si	9.5531	2.6425	10.7792	0.0824	0.2241	-0.0996
Si	15.0004	1.7492	17.0788	-0.4213	-0.1204	-0.3356
Si	-1.7376	3.2154	17.9628	0.4132	0.0531	-0.149
Si	-0.9448	5.4693	26.2968	-0.0709	-0.0932	0.1287
Si	7.4637	0.1571	12.6384	-0.2661	-0.0337	0.067
Si	3.9111	10.8068	12.5292	0.3687	-0.2501	0.0199
Si	11.4644	10.9288	12.6732	0.345	-0.342	0.037
Si	13.4399	8.1441	10.6504	-0.0559	0.0454	0.127
O	-8.3545	-3.349	28.568	0.1218	0.0243	-0.3818
O	5.6966	-1.7115	17.5675	0.058	0.0387	0.0671
O	6.3332	-4.8065	22.1105	-0.0623	0.0864	0.1179
O	17.4581	-11.2449	15.4292	0.0154	0.1361	0.6402
O	-12.6607	-15.7194	19.3686	0.0168	-0.1761	0.0552
O	8.4188	-30.0904	18.5983	-0.385	-0.1832	0.1205
O	-10.9677	8.1173	28.7015	-0.2106	0.0694	-0.4811
O	-17.4158	18.1266	19.2311	-0.012	-0.033	0.0922
O	16.974	-4.979	24.5504	-0.012	0.1095	-0.2475
O	28.0623	-7.0551	26.19	-0.0138	0.0162	-0.0747
O	1.9261	12.5423	17.7695	0.0264	0.0497	0.0223
O	19.4469	-17.9839	22.0496	-0.106	-0.0451	-0.054
O	15.2587	19.4741	26.0874	-0.0276	0.0663	-0.1699
O	9.6624	-9.0186	21.6161	-0.0811	-0.0396	-0.1054
O	23.4705	-11.3631	17.1946	-0.0338	0.0499	-0.0175
O	10.4635	-4.1811	27.2531	0.0767	0.1039	-0.2836
O	1.0582	-4.0291	23.0573	0.0121	0.0073	0.052
O	-22.7504	-31.1618	26.7297	0.1962	-0.1546	-0.4395
O	4.9514	2.6466	13.5236	0.1148	-0.0743	-0.0046
O	51.0055	-9.6605	28.6021	-0.375	-0.2275	-0.1354
O	9.4458	13.2646	14.2217	0.0761	-0.1418	-0.2221
O	-7.0461	-33.4259	30.3705	-0.1905	0.1448	0.0274
O	-10.1185	19.2315	18.3076	0.0211	0.0273	0.0286
O	-7.8474	6.7591	22.5733	0.2086	-0.0865	0.0187
Si	-3.6875	20.4694	31.7179	0.3208	0.1639	-0.1849
Si	11.7966	-14.4679	24.3554	-0.0146	-0.1925	-0.0043
Si	15.7545	-1.5297	31.7233	0.0381	0.224	-0.0487
Si	13.5528	2.709	10.7031	0.0692	0.0593	0.0537
Si	8.1389	-9.6656	27.4243	-0.5419	0.231	0.1745
Si	5.7272	4.5727	30.0052	0.4125	0.4692	-0.2699
Si	17.6919	8.0578	31.5991	-0.1186	-0.2177	0.0284
Si	-1.9922	-7.0676	14.7783	0.1075	0.1157	-0.2001
Si	24.9334	-4.248	12.5884	0.2597	0.1471	0.0934
Si	-4.7214	-8.7654	18.3176	0.2171	0.0334	-0.7305
Si	3.844	-12.42	10.6167	-0.0191	-0.0297	0.098
Si	13.8866	8.8994	19.6087	-0.0819	-0.0518	-0.0915
Si	-6.5972	-8.3374	20.1404	-0.3483	0.0569	0.4282
Si	3.2675	-17.6123	26.2358	0.0081	0.0102	0.0901
Si	21.5347	0.3546	21.8984	0.0988	-0.0777	-0.0504
Si	5.7661	-11.1093	17.0573	-0.0538	-0.3739	-0.4743
Si	12.0929	-9.7526	17.0683	0.2588	-0.1532	-0.062
Si	3.9404	-14.6163	27.107	0.0998	-0.0818	0.3541
Si	14.0058	7.6725	22.5389	-0.2046	-0.0138	-0.2767
Si	13.6027	-8.8737	14.6553	0.1434	-0.0733	-0.4649
Si	1.9206	3.2318	20.6011	-0.1081	-0.0676	-0.0129
Si	3.8293	-6.6905	10.626	-0.0888	-0.0138	-0.2081
Si	-6.2753	14.9855	16.7521	-0.1315	0.1049	-0.3332
Si	-2.1108	-14.5316	18.9845	0.0851	0.1486	-0.1869
Si	-0.6959	-28.2261	19.7435	-0.0368	0.1273	0.2829
Si	12.884	0.3707	20.9864	0.0152	-0.1316	-0.2154
Si	12.4469	13.9995	27.5159	-0.0812	0.2003	0.6215
Si	4.1367	-10.2897	22.3684	-0.184	-0.0446	0.0138
Si	5.2966	-4.0833	23.1606	-0.144	-0.3158	0.0781
Si	29.2554	-1.8268	23.3357	0.1669	0.1969	0.06
Si	21.3775	-4.0298	12.4997	0.0048	0.1683	-0.0058
Si	20.9777	3.3962	22.2107	0.2204	0.1565	0.117
Si	21.1249	1.3675	12.8397	-0.3403	0.0752	0.1968
Si	5.8808	-3.9423	12.7724	-0.0934	0.6789	0.1906
Si	5.7906	-22.8995	13.9496	-0.1788	0.2193	-0.2807
Si	-0.9505	-25.09	28.5467	-0.2675	-0.3958	0.3599
Si	7.7349	-17.6592	10.808	-0.0109	-0.112	-0.0821
Si	18.4561	-15.7448	18.6101	0.0205	0.3454	-0.1411
Si	6.7526	4.7977	21.2872	0.0469	0.041	-0.0152
O	18.8676	8.3029	26.967	0.1893	0.1618	-0.3171
O	10.9858	-0.3838	30.2888	0.2052	0.0698	0.0938
O	5.9201	-16.5502	17.557	-0.0153	-0.0957	0.0802
O	-1.2255	-2.4103	18.2811	-0.0606	0.007	0.0292
O	-4.182	8.993	22.4227	-0.1228	0.0434	0.0568
O	-2.6587	-11.3796	20.8815	-0.0321	0.0756	-0.0101
O	19.8411	-15.0636	18.013	-0.0647	-0.1259	0.0721
O	-8.3808	-20.5441	15.4972	-0.0041	0.0493	0.2923
O	-12.3051	8.7327	24.0116	-0.1003	0.233	0.0338
O	12.6279	12.812	20.4574	0.0145	-0.0092	0.0392
O	12.7889	1.7204	24.1517	-0.0813	-0.1939	0.1818
O	21.0057	0.7994	28.348	0.2155	0.019	-0.073
O	20.2853	-30.7143	26.1229	0.1214	-0.1023	-0.0797
O	-15.8222	5.2036	19.8377	-0.0172	-0.181	0.0628
O	19.8727	-33.4316	30.2576	0.0097	0.1045	-0.0326
O	-4.3696	10.95	26.9424	0.0607	-0.2186	-0.1362
O	-17.7671	-28.9259	21.0573	-0.0043	-0.0428	-0.0751
O	26.5882	2.993	19.8778	0.2219	-0.0448	0.05
O	3.9369	-40.4574	17.2467	0.189	0.051	0.2446
O	28.1881	12.2009	21.1078	0.1003	0.0829	-0.1553
O	21.172	-29.473	23.8543	0.0399	-0.0419	-0.133
O	18.0623	-29.9212	16.8712	0.1115	-0.1225	0.247
O	2.0617	-24.717	21.0078	0.0141	-0.1002	0.1211
O	9.2802	15.5783	26.1661	-0.0627	-0.0122	-0.0456
O	-5.7696	-2.677	13.9562	0.0094	-0.8294	-0.3383
O	11.6747	-0.9419	14.0613	-0.09	0.0535	-0.1882
O	24.3986	-3.0298	25.5601	0.0031	0.143	0.0412
O	37.3455	-7.3108	14.5319	0.1233	-0.0174	0.0407
O	-5.0085	-1.3804	24.8003	-0.0242	0.0363	-0.0726
O	11.7518	4.4093	26.8804	0.0361	0.0187	-0.2032
O	38.6319	-9.1482	23.5237	0.0816	-0.0183	0.008
O	27.1021	-12.848	19.4586	0.1601	0.0041	0.0378
O	-0.6004	-4.8652	24.8218	0.0707	0.0979	-0.0396
O	-1.3428	-14.1003	13.8668	-0.0357	0.0366	0.0134
O	9.8199	9.1306	28.4022	0.033	-0.0143	-0.3009
O	12.5695	-17.4923	19.8927	0.0034	-0.0049	0.0457
O	-32.1805	-28.9331	24.7789	0.0371	0.0061	-0.1466
O	7.0013	22.471	17.8119	0.1108	0.1232	0.2066
O	8.731	7.9574	20.3019	-0.0374	0.065	0.1793
O	-24.4746	4.3652	21.2992	0.0129	-0.0594	-0.0293
O	9.5955	-21.8191	23.4594	-0.0229	-0.0941	0.1268
O	27.6376	-10.3173	17.6186	0.108	0.111	0.2087
O	34.0373	-41.8532	17.7907	-0.1489	0.0538	0.0858
O	14.113	-22.642	28.7665	-0.0823	0.0768	-0.321
O	-0.6273	15.4539	14.0811	0.0803	-0.0402	-0.0805
O	13.7246	-40.327	22.2307	-0.0036	0.1049	0.0047
O	-8.9666	-2.0259	23.6047	0.0586	0.1843	0.1276
O	28.2078	15.5307	15.2644	0.1885	-0.0071	0.2461
O	12.2262	-20.1012	15.5185	-0.2196	0.0222	0.2826
O	41.3356	-34.2001	20.0572	0.0331	0.1503	0.061
O	37.2758	14.3235	27.3808	-0.0204	-0.0917	-0.1076
O	19.8931	-17.1439	14.2558	-0.2065	0.0533	-0.1928
O	-1.8957	-7.0464	16.4352	-0.1199	-0.0998	-0.0553
O	9.1861	-12.1213	25.7098	0.1892	-0.0189	-0.1921
O	53.5412	-7.0446	24.8808	-0.1351	0.0175	-0.1487
O	14.8088	-5.0728	26.5897	-0.0652	0.0403	-0.1822
O	6.7375	-38.0659	26.7872	-0.0293	0.1061	-0.051
O	13.0229	-3.2503	13.9002	0.0553	0.0123	-0.1685
O	-20.5306	-20.5448	30.367	-0.1098	-0.2764	-0.0773
O	7.1292	2.1918	28.3406	0.3554	-0.1805	-0.2512
O	25.093	-22.2843	25.6258	0.1045	0.0781	0.0268
O	-8.9799	-21.6529	21.9012	0.0572	0.0005	0.1158
O	-6.6078	-33.4604	22.8708	0.104	-0.0003	0.0027
O	1.5666	10.3491	19.7162	0.0228	0.137	0.0565
O	11.4957	-21.9732	21.6967	-0.0436	0.0243	0.0521
O	0.0973	8.1778	16.053	-0.0152	-0.0241	-0.0116

Results
free energy: -175135.391 eV
free energy less fixed offsets of O -568.88, Si -635.61 eV per atom: 7.759 eV

The program warned: the cutoff lies below the one the program advises for these potential files; the forces do not sum to zero within the program's tolerance; the exchange-correlation potential is rough where the density is thin.
